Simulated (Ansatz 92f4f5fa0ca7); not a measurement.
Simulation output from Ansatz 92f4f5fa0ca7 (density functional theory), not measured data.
Periodic cell of 237 atoms, Si146O85H6, from a study of silicon, its oxide and their interface. The atomic structure is a simulated model.
Doubt: the cutoff is far below the 930 eV that the study's wrapper takes by default for these files, so forces and energies are approximate.
This geometry differs little from another in the collection (a relaxation step or a small displacement).

Settings: functional PBE; potential files Ansatz PAW; basis plane waves; wave-function cutoff 580 eV; density cutoff ratio 5; exchange-correlation grid ratio 1; k mesh 1 x 1 x 1, Gamma-centred; self-consistency stop 5e-08 eV per atom in the density residual; occupations fixed; spin none; net charge 0.

Cell vectors (angstrom)
a, 11.6015, 0, 0
b, 0, 10.938, 0
c, 0, 0, 33.052

Atoms: element, x, y, z (angstrom)
Si, 0.0223, -0.0831, 24.4823
Si, 4.0055, -0.0962, 24.3145
Si, 7.9656, -0.058, 24.4358
Si, 2.0221, 1.1691, 24.3824
Si, 5.9642, 1.2178, 24.2996
Si, 9.7962, 1.3638, 24.5709
Si, 0.2162, 5.6653, 24.0467
Si, 4.1083, 5.4475, 24.2951
Si, 7.9054, 5.527, 24.0973
Si, 2.1848, 6.8615, 24.33
Si, 5.9645, 6.9274, 24.198
Si, 9.822, 6.8023, 24.4764
Si, 2.0194, 2.6823, 26.2223
Si, 5.9121, 2.6705, 26.2048
Si, 9.7606, 2.8791, 26.2992
Si, 0.1438, 4.1372, 26.0481
Si, 3.9799, 4.0513, 26.2218
Si, 7.7712, 4.1406, 26.1103
Si, 2.0744, 8.1557, 26.3163
Si, 5.9137, 8.1462, 26.2642
Si, 9.7655, 8.1594, 26.4018
Si, 0.1131, 9.4801, 26.3667
Si, 3.9935, 9.5302, 26.2826
Si, 7.8282, 9.5137, 26.3377
Si, 0.064, 0.0187, 28.2208
Si, 3.9366, 0.0013, 28.2001
Si, 7.7999, 0.0166, 28.2188
Si, 1.9984, 1.3802, 28.205
Si, 5.8672, 1.3774, 28.1968
Si, 9.7304, 1.4052, 28.1905
Si, 0.0843, 5.4322, 28.1259
Si, 3.9331, 5.4203, 28.1866
Si, 7.7653, 5.432, 28.1523
Si, 2.0084, 6.7976, 28.2298
Si, 5.8515, 6.8066, 28.2089
Si, 9.7246, 6.7563, 28.261
Si, 1.9336, 2.7345, 30.1527
Si, 5.8008, 2.7345, 30.1527
Si, 9.6679, 2.7345, 30.1527
Si, 0, 4.1018, 30.1527
Si, 3.8672, 4.1018, 30.1527
Si, 7.7343, 4.1018, 30.1527
Si, 1.9336, 8.2035, 30.1527
Si, 5.8008, 8.2035, 30.1527
Si, 9.6679, 8.2035, 30.1527
Si, 0, 9.5708, 30.1527
Si, 3.8672, 9.5708, 30.1527
Si, 7.7343, 9.5708, 30.1527
Si, 0, 0, 32.0863
Si, 3.8672, 0, 32.0863
Si, 7.7343, 0, 32.0863
Si, 1.9336, 1.3673, 32.0863
Si, 5.8008, 1.3673, 32.0863
Si, 9.6679, 1.3673, 32.0863
Si, 0, 5.469, 32.0863
Si, 3.8672, 5.469, 32.0863
Si, 7.7343, 5.469, 32.0863
Si, 1.9336, 6.8362, 32.0863
Si, 5.8008, 6.8362, 32.0863
Si, 9.6679, 6.8362, 32.0863
Si, 1.9336, 2.7345, 0.9679
Si, 5.8008, 2.7345, 0.9679
Si, 9.6679, 2.7345, 0.9679
Si, 0, 4.1018, 0.9679
Si, 3.8672, 4.1018, 0.9679
Si, 7.7343, 4.1018, 0.9679
Si, 1.9336, 8.2035, 0.9679
Si, 5.8008, 8.2035, 0.9679
Si, 9.6679, 8.2035, 0.9679
Si, 0, 9.5708, 0.9679
Si, 3.8672, 9.5708, 0.9679
Si, 7.7343, 9.5708, 0.9679
Si, -0.0632, -0.0317, 2.9836
Si, 3.7829, 0.029, 2.8586
Si, 7.7216, 0.0201, 2.8836
Si, 1.8425, 1.3814, 2.9118
Si, 5.7356, 1.3351, 2.869
Si, 9.6516, 1.3636, 2.9009
Si, -0.0948, 5.4745, 2.9578
Si, 3.7683, 5.5054, 2.9024
Si, 7.6957, 5.5068, 2.8546
Si, 1.8215, 6.8601, 2.9058
Si, 5.7331, 6.805, 2.8103
Si, 9.623, 6.892, 2.9965
Si, 1.7975, 2.8359, 4.7934
Si, 5.6242, 2.7428, 4.7409
Si, 9.5638, 2.7009, 4.8485
Si, -0.1559, 4.159, 4.9758
Si, 3.7482, 4.1603, 4.8511
Si, 7.6184, 3.9841, 4.6358
Si, 1.7928, 8.2755, 4.8055
Si, 5.7533, 8.2801, 4.5989
Si, 9.6143, 8.1619, 5.0842
Si, -0.1209, 9.6631, 5.079
Si, 3.7663, 9.565, 4.7359
Si, 7.6988, 9.5709, 4.7916
Si, -0.1746, 0.3071, 7.0373
Si, 3.6049, -0.0064, 6.6286
Si, 7.4197, 0.0405, 6.654
Si, 1.8335, 1.5229, 6.7228
Si, 5.5285, 1.3928, 6.6554
Si, 9.3458, 1.4148, 6.8597
Si, 0.0333, 5.4129, 7.0863
Si, 3.8312, 5.6812, 6.6898
Si, 7.6181, 5.2791, 6.5227
Si, 1.8109, 6.8991, 6.6921
Si, 5.839, 6.8459, 6.3905
Si, 9.442, 6.6124, 7.0604
O, 12.2109, 4.5301, 8.4145
O, 7.0463, 9.9787, 7.939
O, 8.6919, 7.2315, 8.4613
O, 3.2476, 9.9129, 7.9038
O, 9.1686, 2.3434, 8.2518
O, 7.4449, 4.2707, 7.8552
O, 4.0217, 5.148, 8.285
O, -0.1056, 10.7966, 8.6751
O, 2.2145, 2.4332, 8.0874
O, 3.9908, 9.8993, 22.9301
O, 5.8796, 7.9995, 22.8932
O, 5.7671, 9.9827, 20.9706
O, 4.2781, 4.3678, 23.0114
O, 9.7694, 7.7233, 23.1045
O, 0.2586, 5.4283, 22.3615
O, 8.1095, 4.8748, 22.5554
O, 11.1929, 9.9968, 23.0954
O, 9.8005, 2.0652, 23.0561
Si, -0.6352, 18.3428, 12.5762
Si, -0.0802, 5.6056, 20.7429
Si, 8.44, 0.4554, 11.3282
Si, 5.8587, -1.991, 16.9114
Si, 8.4007, 3.5868, 8.9788
Si, -10.1707, 7.0144, 18.4366
Si, -3.638, 10.7788, 15.9338
Si, -0.2049, 0.7401, 10.0714
Si, -5.0141, 10.0087, 9.5004
Si, 12.8749, 2.8756, 20.4969
Si, -6.1199, 0.7429, 17.0279
Si, -3.8309, 3.2287, 11.9157
Si, 9.8161, 9.2469, 22.5952
Si, 1.4478, 9.6002, 11.5728
Si, 5.6923, 7.6305, 14.3077
Si, 4.937, 8.9846, 21.9721
Si, 8.6989, 4.6902, 21.0301
Si, 14.6457, 4.6488, 11.5953
Si, 4.8766, 3.6836, 16.704
Si, 10.14, 1.9827, 21.4736
Si, 4.6001, 6.1865, 9.4215
Si, 1.3643, 14.2246, 9.2014
Si, 1.5456, -4.962, 13.8462
Si, 3.695, 9.2498, 9.3149
Si, -6.264, 15.423, 13.6359
Si, 8.4122, 9.1021, 13.4068
Si, 7.5533, 18.0546, 9.6567
Si, 3.9329, 6.7801, 20.0504
Si, 1.4077, 9.744, 16.722
Si, 9.4172, 5.3539, 11.0456
Si, -5.3098, 10.0672, 19.4308
Si, 3.813, 4.1916, 21.4601
Si, 1.9431, 4.5379, 16.5716
Si, 5.9664, 4.6875, 19.4423
Si, 1.3228, 1.6779, 17.7425
Si, -2.1826, 10.2171, 19.934
Si, 10.5833, -10.8621, 17.3246
Si, 2.953, -2.1947, 14.1127
O, -7.0449, 2.0725, 16.8828
O, 7.5048, 15.7156, 19.9309
O, -0.8958, 6.2192, 11.477
O, 9.5521, 0.7051, 20.6887
O, 1.7861, 5.332, 12.3696
O, 4.0936, 7.6955, 9.1022
O, 7.0738, 8.5883, 10.1067
O, 12.1454, 4.2591, 20.0369
O, 9.546, 4.6298, 9.5679
O, -1.7132, 5.7489, 20.6332
O, 5.0589, 3.7582, 20.4727
O, -8.3984, 5.6131, 20.9373
O, 5.6111, 7.6331, 15.9727
O, -0.2899, 12.3913, 17.7845
O, 7.473, 3.211, 10.2859
O, 6.228, 6.1901, 9.3823
O, -4.829, 11.9049, 16.0159
O, 3.9874, 4.0169, 12.8002
O, -3.7037, -0.9251, 19.4599
O, 8.1958, 6.4314, 10.9859
O, 2.6345, 7.1501, 14.0815
O, -0.1076, 10.1827, 16.239
O, 4.987, 10.1275, 9.8055
O, 13.9788, 3.7012, 10.4346
O, -10.4079, 5.7088, 17.4504
O, 1.5058, 2.9759, 16.7667
O, 0.552, 6.8309, 19.8266
O, 4.0196, 5.7371, 10.8685
O, 4.5686, 8.7429, 13.8599
O, 12.3648, 11.029, 11.2173
O, -9.9384, 4.8495, 14.9971
O, 4.8717, -0.7112, 16.5273
O, -6.2078, -7.0249, 15.1698
O, 2.3989, -1.619, 15.5221
O, 5.7312, 8.7803, 18.5403
O, 9.8614, 9.0734, 20.9844
O, -1.2239, 10.0739, 18.6363
O, 5.9212, 15.0653, 17.896
O, 1.8673, 2.0749, 19.2165
O, 2.5961, 3.1194, 21.4189
O, -3.0457, -0.6427, 14.5077
O, 1.1567, 8.4562, 17.7097
O, 7.4109, -1.5229, 16.6472
O, 6.5693, 3.833, 12.8033
O, 9.0862, 4.1882, 12.1477
O, 5.8568, 0.5099, 18.6278
O, 9.3771, 3.2371, 20.8116
O, -2.4248, 0.5456, 16.7181
O, 0.2868, 19.4099, 11.7601
O, 5.3735, 6.2086, 19.547
O, 0.2257, 2.2953, 9.8378
O, 3.5371, 4.5828, 16.9275
O, 7.2879, 0.3638, 10.1803
O, 13.8786, -1.261, 12.9667
O, 3.0229, -3.8383, 18.7611
O, 8.3891, 9.9463, 12.033
O, -3.5215, 12.6224, 12.3503
O, 8.4371, -0.92, 23.0651
O, 4.0025, 8.0864, 20.9997
O, 2.0127, 0.2199, 17.3622
O, 9.8852, 11.6591, 10.6546
O, -1.9274, 8.0942, 13.2692
O, 2.4726, 9.2413, 10.3704
O, -16.0963, -2.7503, 13.7284
O, 0.1661, 1.9957, 21.2997
O, 5.4597, 6.121, 13.7393
O, 0.0906, 6.6945, 13.8507
H, 5.5603, 2.2231, 7.8989
H, 1.7612, 7.7729, 7.9015
H, 6.0048, 7.8176, 7.501
H, 2.2227, 7.8285, -9.8418
H, 1.9933, 2.0482, -9.8429
H, 5.9918, 2.059, -9.9709

Results
free energy: -141246.722 eV
free energy less fixed offsets of H -15.97, O -568.88, Si -635.61 eV per atom: 2.958 eV

Forces (eV/angstrom), in the order of the atoms: element, x, y, z
Si, 0.025, 0.008, 0.011
Si, -0.0002, -0.0213, -0.0255
Si, -0.0468, -0.0067, -0.019
Si, 0.0302, -0.177, 0.2286
Si, -0.0175, -0.1619, 0.2777
Si, 0.0084, 0.0255, 0.0006
Si, 0.0351, -0.0178, -0.0012
Si, -0.0018, -0.0052, -0.0029
Si, -0.0126, -0.0027, -0.0528
Si, -0.0248, -0.1798, 0.2566
Si, 0.0134, 0.0178, -0.0331
Si, 0.0295, -0.0068, -0.0266
Si, -0.0111, -0.0126, 0.0417
Si, -0.009, -0.0181, 0.02
Si, -0.0066, -0.0028, 0.0333
Si, -0.0001, 0.0539, -0.0085
Si, -0.0149, -0.0331, 0.0464
Si, 0.0059, -0.0105, 0.0337
Si, 0.0015, -0.0195, 0.0326
Si, -0.0133, 0.0007, 0.0155
Si, -0.0174, 0.0039, 0.0244
Si, 0.0053, 0.0016, 0.0171
Si, -0.0093, -0.001, 0.0217
Si, 0.0115, -0.0093, 0.0391
Si, -0.0011, 0.002, 0.021
Si, -0.0003, 0.0045, 0.0092
Si, -0.0085, -0.0058, 0.0115
Si, 0.0187, 0.0035, 0.0041
Si, 0, 0.0001, 0.0206
Si, 0.0012, -0.003, 0.0135
Si, -0.0031, -0.0296, 0.0217
Si, -0.0009, 0.0078, 0.0186
Si, 0.0127, 0.0001, 0.0322
Si, 0.0051, 0.0105, 0.0062
Si, -0.001, -0.0022, 0.0232
Si, -0.002, 0.0085, 0.0139
Si, 0.0634, -0.0169, 0.0018
Si, 0.0504, -0.0207, -0.0693
Si, 0.0541, 0.0023, 0.0124
Si, 0.0948, -0.1012, -0.443
Si, 0.0779, -0.115, -0.0549
Si, -0.0075, -0.0684, -0.34
Si, 0.0967, -0.0947, -0.0774
Si, 0.006, -0.1191, -0.2019
Si, 0.0372, -0.1311, 0.032
Si, 0.0321, 0.0272, -0.0484
Si, 0.0752, 0.0631, -0.1259
Si, 0.0627, 0.0559, -0.0832
Si, -0.0117, 0.1178, 0.0973
Si, -0.0139, 0.0061, -0.0025
Si, 0.0027, 0.0044, 0.0306
Si, 0.0092, -0.0495, -0.0292
Si, -0.0014, -0.0325, -0.0907
Si, -0.0091, -0.0728, -0.0138
Si, 0.0124, 0.2146, -0.0117
Si, -0.0019, 0.081, -0.0561
Si, 0.0035, 0.0613, -0.0897
Si, -0.0098, -0.0139, 0.0311
Si, 0.0092, 0.0642, -0.073
Si, 0.0032, -0.0864, 0.0837
Si, -0.1492, -0.0134, -0.0063
Si, -0.0146, 0.0224, -0.0155
Si, 0.0582, 0.0344, 0.026
Si, -0.1245, 0.0299, 0.274
Si, -0.1499, 0.0205, 0.1656
Si, 0.0749, 0.0171, -0.2036
Si, -0.1517, 0.0041, -0.0889
Si, -0.036, 0.104, -0.461
Si, -0.0299, 0.0308, 0.3849
Si, -0.0117, -0.0167, 0.3489
Si, -0.1378, -0.0588, -0.1349
Si, 0.0206, 0.003, -0.0514
Si, 0.004, -0.0194, -0.0117
Si, -0.0092, -0.0129, -0.0007
Si, -0.0104, -0.019, -0.0011
Si, 0.0015, 0.0282, 0.0124
Si, 0.0087, 0.0136, -0.0003
Si, -0.0023, 0.0226, -0.0058
Si, 0.0056, -0.0321, 0.0107
Si, 0.0008, -0.001, 0.0046
Si, 0.01, -0.0063, 0.0094
Si, -0.0117, 0.0212, 0.0123
Si, -0.0117, 0.021, 0.0085
Si, -0.0121, 0.0282, -0.0071
Si, -0.0157, 0.0002, -0.0246
Si, -0.011, -0.0042, -0.0059
Si, 0.0014, -0.0336, -0.008
Si, 0.0085, 0.0325, 0.0083
Si, 0.01, 0.0005, -0.0177
Si, -0.0083, -0.0142, -0.0217
Si, -0.002, -0.0108, -0.0127
Si, 0.0024, 0.0032, -0.0005
Si, -0.015, -0.0263, -0.0013
Si, 0.0234, 0.0284, -0.0012
Si, 0.0076, -0.0066, -0.0251
Si, 0.0264, -0.0101, -0.0159
Si, -0.0085, -0.0206, 0.0485
Si, -0.027, -0.0052, 0.0314
Si, 0.0007, -0.0335, 0.0126
Si, 0.0032, 0.0099, 0.0278
Si, 0.0044, -0.0163, -0.0167
Si, 0.0053, 0.0251, 0.0265
Si, 0.0061, -0.0329, 0.0217
Si, 0.0071, -0.0126, 0.0742
Si, -0.0243, -0.0315, 0.0463
Si, 0.0101, 0.0048, -0.0156
Si, 0.0121, -0.0084, 0.0071
Si, 0.0325, 0.0471, 0.0512
O, 0.0066, 0.022, -0.0465
O, -0.0059, 0.0128, -0.0311
O, 0.0374, -0.0276, -0.0499
O, 0.0163, 0.006, -0.0348
O, -0.0027, -0.019, -0.0349
O, 0.0002, 0.0297, -0.0735
O, 0.0062, 0.0095, -0.0536
O, -0.0014, 0.0126, -0.0482
O, 0.0085, -0.0028, -0.0432
O, 0.0077, 0.014, 0.0654
O, 0.0087, -0.0299, 0.0584
O, 0.0245, 0.0114, 0.0344
O, -0.0024, 0.0233, 0.0729
O, -0.0098, 0.0482, 0.026
O, 0.0025, 0.029, 0.0522
O, -0.025, 0.0283, 0.1
O, 0.0127, 0.0031, 0.0501
O, -0.0081, 0.0015, 0.0643
Si, -0.0023, 0.002, 0.0059
Si, -0.0415, -0.0219, -0.0096
Si, -0.0134, 0.0187, 0.0395
Si, 0.0183, -0.0263, 0.0112
Si, -0.0039, -0.0263, 0.0525
Si, 0.0184, -0.0048, 0.0171
Si, 0.0024, -0.0092, -0.0206
Si, -0.0141, -0.0349, 0.0496
Si, 0.0264, 0.0309, 0.0418
Si, -0.014, 0.0154, -0.0195
Si, 0.0125, 0.0155, 0.0223
Si, 0.0397, -0.0357, 0.0661
Si, -0.0235, -0.0114, -0.0383
Si, -0.0332, -0.0109, 0.024
Si, 0.0143, 0.0071, 0.0172
Si, -0.0273, 0.0051, -0.0234
Si, 0.0217, 0.0198, -0.0697
Si, -0.0104, 0.0036, 0.0509
Si, 0.0024, 0.0104, 0.0035
Si, -0.0089, 0.0101, -0.0381
Si, -0.0089, -0.0205, 0.0359
Si, 0.0083, 0.006, 0.0404
Si, -0.0272, 0.0077, -0.0014
Si, 0.0114, 0.0382, 0.0524
Si, 0.007, -0.015, 0.0055
Si, -0.0058, 0.0125, 0.0082
Si, 0.0071, -0.0046, 0.0435
Si, 0.0246, -0.0004, -0.0522
Si, -0.0206, 0, 0.0008
Si, 0.0024, 0.0007, 0.0927
Si, 0.0177, 0.0048, -0.0408
Si, -0.0139, 0.0176, -0.082
Si, 0.011, 0.0194, -0.0029
Si, 0.0049, 0.0203, 0.0068
Si, -0.0243, 0.0096, 0.0192
Si, -0.0002, 0.019, -0.0351
Si, -0.0212, -0.0188, 0.0177
Si, -0.0101, 0.0103, -0.0089
O, -0.0008, -0.0115, 0.0082
O, 0.0109, 0.0049, 0.0437
O, -0.0013, -0.0057, -0.0337
O, -0.0135, -0.0086, 0.0416
O, 0.0085, -0.0107, -0.0249
O, 0.0083, -0.0099, -0.0141
O, -0.01, -0.0053, -0.0138
O, -0.0038, 0.0083, 0.0039
O, 0.0092, -0.0133, -0.0257
O, 0.0023, -0.0055, 0.0407
O, -0.0121, -0.0114, 0.0506
O, -0.0031, 0.0014, 0.0431
O, -0.0071, 0.0107, 0.0111
O, 0.0314, 0.0077, -0.0021
O, -0.0002, -0.003, -0.0465
O, -0.0267, 0.0043, -0.0068
O, 0.0096, -0.0185, 0.0068
O, 0.0017, -0.0048, 0.0049
O, -0.0276, -0.0109, 0.0277
O, -0.0232, 0.0198, -0.0553
O, 0.0265, 0.0053, 0.0118
O, 0.0039, -0.002, 0.0095
O, -0.0273, -0.0162, -0.0381
O, -0.0271, -0.0042, -0.0448
O, 0.0012, -0.0111, 0.0069
O, -0.0019, -0.0043, 0.0041
O, 0.0066, 0.0081, 0.025
O, 0.0351, 0.0319, -0.0608
O, 0.0016, 0, -0.0066
O, 0.0088, 0.0184, -0.0205
O, 0.0027, -0.0409, 0.0337
O, 0.0001, 0.0005, 0.0028
O, -0.0011, 0.0041, 0.0056
O, 0.0136, 0.0081, 0.017
O, -0.0051, -0.001, -0.0083
O, 0.0056, -0.0273, 0.0614
O, 0.0046, 0.0084, 0.0111
O, -0.0138, -0.0032, -0.0095
O, 0.007, -0.0105, 0.0097
O, -0.0067, -0.032, 0.0634
O, -0.0038, 0.0089, 0.0232
O, 0.0046, 0.0042, 0.0103
O, 0.0064, -0.0034, 0.0113
O, -0.0151, 0.0124, -0.0057
O, -0.0047, 0.0088, -0.0307
O, -0.0033, -0.0008, 0.0011
O, 0.0035, -0.0065, 0.0309
O, 0.0027, 0.0129, 0.0036
O, 0.0235, 0.0107, -0.0164
O, -0.019, 0.0141, 0.0213
O, 0.0083, 0.0225, -0.0231
O, -0.0091, -0.0045, 0.0114
O, -0.0155, -0.0133, -0.0391
O, 0.0103, 0.0093, -0.0042
O, -0.0003, 0.0037, 0.0296
O, -0.0047, -0.012, -0.0104
O, -0.0024, 0.0096, -0.021
O, -0.0037, -0.0068, 0.0523
O, -0.0115, -0.0154, 0.0382
O, -0.0059, 0.0006, 0.007
O, 0.0154, 0.0084, -0.0355
O, -0.0018, -0.0062, 0.0047
O, 0.0226, -0.0055, -0.0282
O, -0.0203, -0.0098, 0.0049
O, 0.0242, -0.0147, 0.0423
O, 0.0018, 0.0096, 0.0005
O, 0.0007, -0.0064, 0.0183
H, 0.0038, 0.0174, 0.0472
H, -0.002, 0.0136, 0.0254
H, -0.0022, 0.0002, 0.0044
H, 0.0228, 0.1839, -0.243
H, -0.0311, 0.1709, -0.258
H, 0.0073, 0.1737, -0.2681

The program warned: the cutoff lies below the one the program advises for these potential files; the forces do not sum to zero within the program's tolerance; the exchange-correlation potential is rough where the density is thin.
